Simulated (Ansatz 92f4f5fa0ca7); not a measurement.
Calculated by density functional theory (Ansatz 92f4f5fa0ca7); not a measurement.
Periodic cell of 300 atoms, Si148O120H32, with a vacuum gap, from a study of silicon, its oxide and their interface. The atomic structure is a simulated model.

Settings
functional: r2SCAN
potential files: Ansatz PAW
basis: plane waves
wave-function cutoff: 800 eV
density cutoff ratio: 5
exchange-correlation grid ratio: 1
k mesh: 1 x 1 x 1, shifted by 0.5 0.5 0 of a step
self-consistency stop: 1e-11 eV per atom in the density residual
occupations: fixed
spin: none
net charge: 0
applied field: sawtooth along c, amplitude -0.015 V/angstrom in the program's sign convention, ramp centred at 0.9900 of c and 0.0200 of c wide, no dipole correction

Cell vectors (angstrom)
a	10.88	0	0
b	0	10.88	0
c	0	0	50.0305

Atoms and the computed forces on them: element, x, y, z (angstrom), force x, y, z (eV/angstrom)
Si	-0.452	0.2587	36.2854	0.0088	-0.0089	-0.0159
Si	2.9202	2.4331	36.5264	-0.0112	0.0082	-0.0223
Si	-0.4104	5.78	36.5752	0.0017	-0.0001	-0.0217
Si	2.7287	7.8627	36.2446	-0.0072	0.0062	-0.0155
Si	5.1398	0.2406	36.509	0.0018	-0.0085	-0.0187
Si	8.2991	2.5916	36.1692	-0.003	0.0079	-0.0156
Si	5.1048	5.7682	36.2059	0.007	-0.0029	-0.0166
Si	8.1907	8.1178	36.4861	-0.0002	0.0009	-0.0232
Si	1.2132	1.318	37.6494	0.0048	-0.0009	-0.0124
Si	4.0608	4.146	37.6304	-0.0035	-0.0054	-0.0068
Si	1.2955	6.8195	37.7599	-0.003	-0.0049	-0.0147
Si	3.9051	9.4718	37.6098	0.0015	0.0013	-0.0116
Si	6.7613	1.4686	37.6425	-0.0053	-0.0031	-0.0092
Si	9.3856	4.0609	37.6771	0.0022	0.0044	-0.0144
Si	6.5973	6.88	37.6634	-0.0008	-0.0004	-0.013
Si	9.385	9.6544	37.7628	-0.0011	-0.003	-0.0151
Si	-0.0739	2.7404	39.0249	-0.0057	0.0007	0.0148
Si	2.5812	-0.0435	39.0136	-0.0114	-0.0065	0.0115
Si	-0.0556	8.2567	39.0463	0.0084	0.0162	0.0112
Si	2.6704	5.4307	39.0497	-0.0031	0.0123	0.0076
Si	5.4249	2.8179	39.0219	0.0081	0.0131	0.0158
Si	8.0375	0.1059	39.0889	0.0026	-0.0028	0.0067
Si	5.2999	8.2199	39.0522	-0.0037	0.0004	0.0052
Si	8.0082	5.4651	38.9933	-0.0132	-0.0075	0.0026
Si	1.3087	4.0746	40.3866	0.0051	0.0023	0.0091
Si	4.0246	1.3728	40.2977	-0.0028	-0.0117	0.0223
Si	1.3015	9.5262	40.4575	0.0117	-0.0023	0.0046
Si	4.0131	6.8079	40.4101	0.0056	-0.0091	0.0179
Si	6.7513	4.1203	40.4344	0.0018	-0.0096	0.0145
Si	9.464	1.4012	40.4171	0.0072	-0.0035	0.0254
Si	6.7049	9.5664	40.3943	-0.0054	-0.0172	0.0136
Si	9.4501	6.823	40.3197	0.0025	-0.0118	0.0324
Si	-0.0542	0.0242	41.7643	-0.0115	0.007	0.1685
Si	2.6916	2.7121	41.7122	-0.011	0.0188	0.1827
Si	-0.0467	5.4687	41.7115	-0.006	0.0084	0.1917
Si	2.6791	8.1593	41.7855	-0.0232	0.0205	0.1743
Si	5.3708	0.0464	41.74	-0.0007	0.0135	0.1989
Si	8.1258	2.7589	41.7776	-0.0208	0.0207	0.1764
Si	5.3974	5.4687	41.769	-0.0248	0.026	0.1602
Si	8.1211	8.1901	41.7019	-0.0233	0.0355	0.1839
Si	1.3529	1.3505	43.0838	-0.0889	0.107	0.3804
Si	4.0566	4.0664	43.091	-0.0516	0.1015	0.2745
Si	1.3341	6.7793	43.1194	-0.0883	0.166	0.2517
Si	4.0652	9.5276	43.1106	-0.1464	0.0873	0.3133
Si	6.7699	1.3732	43.1138	-0.0956	0.0912	0.227
Si	9.519	4.0997	43.1043	-0.1386	0.0721	0.3345
Si	6.803	6.8227	43.0779	-0.1945	0.0295	0.3717
Si	9.4933	9.5136	43.1033	-0.0985	0.1275	0.2427
Si	0.0203	2.7162	6.9064	0.0828	-0.1834	-0.39
Si	2.7041	-0.0015	6.9305	0.1011	-0.0555	-0.3608
Si	0.0016	8.1624	6.9415	0.156	-0.0923	-0.263
Si	2.7337	5.4244	6.9444	0.2113	-0.0483	-0.2255
Si	5.4175	2.7292	6.949	0.0657	-0.0424	-0.2524
Si	8.1496	-0.0012	6.9359	0.1704	-0.0464	-0.2653
Si	5.4722	8.1725	6.917	0.0828	-0.2006	-0.3603
Si	8.1679	5.4714	6.9152	0.0317	-0.1209	-0.3676
Si	1.4097	4.0132	8.2789	0.017	-0.0104	-0.1925
Si	4.0745	1.3282	8.2962	0.02	-0.0182	-0.1871
Si	1.4016	9.4943	8.3045	0.0224	-0.0309	-0.1786
Si	4.1511	6.7913	8.2741	0.0009	-0.0141	-0.1725
Si	6.8065	4.1158	8.2603	0.0178	-0.0228	-0.1697
Si	9.5595	1.3467	8.2655	0.0057	-0.0141	-0.1628
Si	6.8253	9.5005	8.3078	0.0104	-0.0066	-0.194
Si	9.552	6.7829	8.2937	0.0254	-0.0264	-0.1904
Si	0.0506	-0.0152	9.6477	-0.0084	0.0165	-0.0169
Si	2.7519	2.6684	9.6967	-0.003	0.001	-0.0289
Si	0.0743	5.391	9.5865	-0.0106	0.011	-0.0106
Si	2.84	8.1584	9.6404	-0.0051	0.0079	-0.0108
Si	5.431	-0.0422	9.6429	0.0012	0.011	-0.0114
Si	8.1847	2.7433	9.5549	-0.0002	-0.0001	-0.0022
Si	5.5034	5.4613	9.6913	-0.0004	0.0103	-0.0253
Si	8.2123	8.1427	9.6624	-0.0018	0.0062	-0.0177
Si	1.4151	1.2743	11.0756	-0.0029	0	-0.0087
Si	4.1558	4.0415	11.0051	0.0037	0.0026	-0.015
Si	1.531	6.6948	10.8822	-0.0009	0.0056	-0.0022
Si	4.1721	9.476	11.1221	-0.0032	-0.0075	-0.0081
Si	6.8175	1.3748	10.8599	0.0168	0.0003	-0.0005
Si	9.5739	4.0519	10.9199	-0.003	-0.0103	-0.0124
Si	6.8965	6.8135	11.0831	-0.0015	-0.0149	-0.012
Si	9.6062	9.482	10.995	0.0076	0.0006	-0.0161
Si	-0.0026	2.6688	12.3068	-0.004	0.0109	0.0135
Si	2.7772	-0.0495	12.5263	0.0089	0.0001	0.0163
Si	0.2142	8.0688	12.1815	0.002	-0.01	0.0181
Si	2.8486	5.385	12.3827	-0.0082	-0.0001	0.0162
Si	5.5387	2.7015	12.3264	0.0009	-0.0068	0.0154
Si	8.168	0.0315	12.186	-0.0076	0.0062	0.0176
Si	5.618	8.1507	12.5543	-0.004	0.0098	0.0177
Si	8.3232	5.4429	12.3544	0.0114	-0.0019	0.018
Si	1.1909	4.2046	13.5633	-0.0008	0.0076	-0.0367
Si	4.3974	1.1892	13.7251	0.0023	-0.0014	-0.0355
Si	1.7624	9.0183	13.6781	0.0034	0.0012	-0.0463
Si	4.0758	6.8652	13.7941	-0.0061	0.001	-0.0422
Si	7.1607	3.8526	13.5875	0.0084	-0.0129	-0.0402
Si	9.2492	1.5432	13.5786	-0.0018	0.0043	-0.0429
Si	6.7137	9.9349	13.7326	-0.0039	-0.0027	-0.0405
Si	10.0257	6.5466	13.5722	0.0034	-0.0023	-0.043
Si	-1.7542	0.721	18.5546	0.0003	-0.0032	-0.0601
Si	7.8283	17.7601	17.7561	-0.0023	-0.0067	-0.0597
Si	-4.5685	4.8013	18.8418	-0.003	0.0121	-0.0579
Si	1.7837	9.8521	20.1081	-0.0013	0.0074	-0.0589
Si	8.7768	10.5698	15.9084	-0.0011	-0.0013	-0.0727
Si	-0.1807	-2.5448	15.8741	-0.0038	0.0045	-0.0609
Si	-1.0008	6.2733	28.1457	-0.0044	0.0036	-0.0508
Si	0.5135	10.48	22.8354	0.0073	-0.0115	-0.06
Si	-2.4551	7.5633	25.7104	-0.0025	-0.0038	-0.0595
Si	12.116	1.395	18.2169	0.0021	0.0145	-0.0546
Si	11.076	7.4086	20.38	-0.0083	-0.0086	-0.0591
Si	5.938	16.4677	15.964	-0.009	-0.0012	-0.0637
Si	7.9007	13.6691	20.4248	-0.0006	-0.0071	-0.0633
Si	-4.3754	14.3534	22.8477	0.0016	-0.0068	-0.0489
Si	2.6516	2.5815	15.8928	0.0081	0.0002	-0.0723
Si	6.9703	8.8734	22.1752	-0.006	0.0008	-0.0576
Si	1.5079	7.6495	23.1326	-0.0003	0.0023	-0.0677
Si	10.7655	6.052	17.8149	0.0012	0.0083	-0.0318
Si	2.0866	15.0063	18.1968	-0.0008	-0.0133	-0.0511
Si	3.674	15.0615	23.293	0.0059	0.0006	-0.0542
Si	3.8316	5.4169	20.3894	-0.002	-0.0083	-0.0651
Si	3.9685	19.1802	21.4717	-0.0019	-0.0006	-0.0465
Si	12.0696	13.1805	24.0304	-0.0049	0.0045	-0.0549
Si	9.2977	3.5712	22.9506	-0.0096	-0.0013	-0.0553
Si	7.8539	16.9269	23.2507	-0.0035	-0.0065	-0.0455
Si	1.6319	11.4945	26.6	-0.0083	0.005	-0.0564
Si	1.9594	13.1768	29.014	-0.0011	-0.0032	-0.0494
Si	8.709	14.322	27.7852	0.0008	-0.0041	-0.0449
Si	8.6349	-1.9002	19.7021	0.0093	-0.0012	-0.0592
Si	5.9497	10.3929	31.4539	0.0005	0.005	-0.0471
Si	13.6829	17.1591	25.2241	-0.0041	-0.0035	-0.0633
Si	9.9884	6.2036	33.8758	0.0012	-0.0031	-0.052
Si	0.4947	8.9379	34.1852	-0.0006	-0.0018	-0.0514
Si	6.5061	9.4596	34.2173	-0.0067	-0.0011	-0.0533
Si	3.2483	19.7718	26.7657	0.0004	-0.0019	-0.0511
Si	19.3753	10.6216	29.9175	0.0088	-0.001	-0.0504
Si	9.4111	11.4604	26.9359	0.0004	-0.007	-0.0602
Si	4.434	19.1277	32.5639	-0.0075	0.0024	-0.0418
Si	-7.801	15.8301	28.0088	-0.0046	0.0053	-0.0512
Si	-2.1367	10.0645	24.25	-0.0051	-0.0017	-0.0677
Si	1.941	9.3443	31.635	0.008	-0.0117	-0.0554
Si	3.2116	11.9487	31.4265	-0.002	0.0011	-0.0389
Si	3.4424	5.3125	31.9788	0.0027	-0.0026	-0.0325
Si	1.8566	18.296	29.0662	0.0015	-0.0043	-0.0577
Si	7.2287	4.7208	34.0414	-0.0026	0.0079	-0.0529
Si	-4.7711	18.8521	27.5459	-0.0007	0.0057	-0.0491
Si	2.4331	3.0558	33.5751	0.0013	-0.0009	-0.0257
Si	-4.7744	15.7246	28.1193	-0.004	0.0032	-0.047
Si	0.5337	15.3549	31.912	0.0001	-0.0092	-0.043
Si	6.3562	5.3173	31.1161	0.0002	0.0072	-0.0638
Si	7.8409	7.7104	30.017	0.0031	0	-0.045
Si	9.962	13.1596	30.1407	-0.0073	-0.0096	-0.0402
O	0.9606	3.4608	33.0784	0.0053	-0.005	0.0299
O	-1.4874	1.4285	35.7359	-0.0063	-0.0021	0.018
O	2.285	3.0001	35.156	0.0036	-0.0063	0.0539
O	-7.3845	4.2222	33.1762	-0.003	-0.0106	0.0295
O	-0.3389	5.7272	32.4333	-0.0096	0.0115	0.0252
O	-0.0306	5.4169	35.0169	0.0017	-0.0016	0.0367
O	-4.1409	19.1759	28.9888	0.0084	-0.0025	0.0325
O	1.8239	8.3664	34.9607	0.0143	-0.0066	0.031
O	4.0332	1.3422	36.0286	0.0029	0.0018	0.0142
O	5.8316	-0.3134	35.1559	-0.0084	0.0134	0.0343
O	6.8308	4.5112	32.4622	0.0074	-0.0088	0.0421
O	4.7356	5.1345	31.0342	-0.0085	-0.0011	0.0126
O	5.9368	5.2679	34.8751	-0.0157	0.0043	0.0311
O	3.8615	6.7618	35.7483	-0.0003	0.0011	0.0162
O	9.3245	6.9446	36.3656	-0.0025	0.0009	0.0174
O	0.0763	6.1352	19.4199	0.0032	0.011	0.047
O	0.1652	5.3676	14.1052	-0.006	-0.0049	0.0175
O	3.8917	1.9094	15.1086	-0.01	0.0083	0.036
O	1.8211	0.0771	18.9431	0.004	-0.0213	0.0296
O	2.9486	7.9896	14.1477	0.0043	0.0082	0.0152
O	0.9484	9.1747	15.0794	-0.0124	-0.0016	0.0358
O	3.1029	3.6904	16.9946	-0.005	0.0124	0.0323
O	1.201	8.4273	19.6174	0.0015	0.0016	0.0251
O	4.6349	6.2211	15.2115	0.0095	-0.0087	0.031
O	12.6026	3.3307	14.8168	0.0113	-0.0114	0.0357
O	6.5962	4.5586	14.9267	-0.0089	0.0151	0.0305
O	9.6188	0.6713	14.9143	0.0005	-0.0104	0.033
O	5.5006	10.9477	14.1652	0.0019	-0.0023	0.0127
O	7.588	9.7974	15.1157	0.0122	0.0012	0.0309
O	5.7094	4.7231	17.3281	0.0056	-0.0072	0.0446
O	9.7244	7.4539	14.9025	0.0014	0.0087	0.0388
O	-0.3737	1.4621	18.1946	-0.0033	-0.0016	0.0148
O	5.3718	8.7572	22.0978	0.0082	0.0016	0.016
O	-3.2099	18.3204	22.4705	0.004	-0.0118	0.0308
O	-1.2914	7.9908	20.5284	0.0076	-0.0032	0.0216
O	5.1443	4.6229	19.9135	-0.0122	0.0012	0.0309
O	1.8083	1.445	16.6935	-0.0114	-0.008	0.0343
O	0.7493	10.3335	21.2552	-0.0118	0.0063	0.04
O	3.2744	9.552	20.69	0.0085	-0.0065	0.022
O	8.219	12.3063	19.6673	-0.0078	0.0127	0.0303
O	8.1993	13.5737	14.0918	0.0036	0.0029	0.0197
O	-1.0894	-1.3991	16.5229	-0.0015	0.0019	0.0147
O	-1.6917	3.1801	21.3598	0.0098	0.0059	0.0374
O	1.3516	11.7955	23.2202	0.0035	0.0104	0.0316
O	1.4576	6.5753	24.3473	0.0089	-0.0104	0.0391
O	5.0069	3.2364	23.4154	-0.0055	-0.0004	0.0134
O	8.1046	8.3643	18.2967	0.0051	0.0113	0.0322
O	8.2542	11.4039	17.1964	0.007	0.0085	0.0438
O	2.7177	16.0545	19.2392	0.0131	0.0133	0.0348
O	17.8457	6.2659	18.977	-0.0048	-0.0054	0.024
O	3.0525	7.8501	22.7162	-0.0111	-0.0048	0.0265
O	11.3205	7.3497	16.9987	0.0012	-0.016	0.0308
O	19.5051	0.0622	25.6071	0.0057	0.0112	0.0402
O	1.7204	13.6283	18.9783	-0.0005	-0.0011	0.0135
O	6.6239	13.5782	21.4253	-0.0091	0.0044	0.0342
O	9.1948	19.4581	24.7181	-0.0028	-0.0082	0.0314
O	7.507	14.6659	19.2105	0.0067	-0.012	0.0261
O	0.7123	7.0467	21.8614	0.0115	0.0015	0.0411
O	-3.9381	6.8045	16.3917	0.0128	0.0063	0.0282
O	4.1063	7.0084	20.4969	-0.0003	0.0129	0.0219
O	-1.3393	-0.6612	19.2562	0.0005	-0.01	0.0281
O	7.8847	13.9223	23.6481	0.0029	-0.0026	0.0149
O	7.4526	9.3896	20.717	-0.0141	-0.0016	0.0384
O	3.4287	4.7804	21.811	-0.002	-0.012	0.0501
O	14.2315	7.7433	25.6302	0.0039	0.0137	0.0366
O	7.8213	6.3325	24.8495	0.0039	0.0142	0.0408
O	9.1734	5.9937	17.5014	-0.0025	-0.0016	0.0193
O	0.7675	15.6269	17.453	0.0011	0.0014	0.0201
O	2.6397	10.2781	26.1473	0.0003	-0.0028	0.0128
O	0.4563	-4.1891	28.701	0.0061	0.0011	0.0189
O	12.3171	12.7379	25.5681	0.007	-0.0146	0.0447
O	-3.4996	9.9096	23.3701	0.0125	0.0069	0.0266
O	0.9742	19.9933	23.5744	-0.0015	-0.001	0.0162
O	-1.0331	21.5854	23.2478	-0.0125	-0.0006	0.0204
O	11.2876	12.8189	29.2882	-0.008	-0.0002	0.0215
O	19.6635	10.8231	28.3144	-0.0079	-0.0068	0.0409
O	13.8134	13.0984	30.3145	0.0083	-0.0076	0.028
O	13.237	3.3282	23.6431	-0.0083	-0.0076	0.008
O	9.7519	15.5757	27.7832	-0.0007	-0.0013	0.0154
O	9.2356	16.0885	22.9952	-0.0015	0.0047	0.0114
O	6.7037	4.776	29.6318	0.001	0.0032	0.0401
O	-1.3781	7.0933	26.8103	0.0114	-0.0111	0.0352
O	2.1829	10.7809	30.9404	-0.0003	-0.0046	0.0085
O	2.3912	12.1012	27.8967	0.0047	0.0092	0.0352
O	7.2211	14.8307	27.3296	-0.0018	0.0014	0.0184
O	-4.2464	15.9807	22.7336	0.003	0.0049	0.0211
O	10.6153	2.9789	23.686	0.013	-0.006	0.0222
O	8.7042	13.7004	29.2813	0.0055	-0.0052	0.0272
O	6.8399	10.2529	32.831	0.004	-0.0073	0.0343
O	9.4305	11.7155	30.7225	0.0004	0.0002	0.0094
O	3.013	17.146	28.98	-0.0014	0.0045	0.0263
O	10.9791	10.9919	26.8683	-0.0036	-0.0013	0.0241
O	-3.704	19.2285	26.3895	-0.0145	0.0003	0.0342
O	5.413	8.3085	33.8483	0.0079	0.0013	0.0261
O	2.8588	12.5302	32.8979	-0.0039	0.0063	0.0314
O	-3.9509	21.7693	30.2731	-0.0137	-0.002	0.0174
O	14.7207	27.1765	24.332	-0.004	0.0133	0.0365
O	2.5268	5.4195	26.5581	0.0016	-0.0113	0.0451
O	13.0782	19.4041	27.9439	-0.0106	-0.0091	0.0318
O	10.4216	14.4423	31.0222	0.0095	0.0158	0.0305
O	4.7689	8.8761	27.3715	0.0054	-0.0018	0.0188
O	3.7154	17.6915	32.5122	0.0013	0.0028	0.0256
O	9.2417	23.9657	26.8755	-0.0028	0.0074	0.0201
O	8.7051	9.0553	30.4202	0.0005	0.0004	0.0131
O	5.2635	8.9004	31.299	-0.0047	-0.0039	0.0211
O	-2.4612	5.8216	34.0196	-0.0012	-0.0005	0.0186
O	-2.0472	6.6573	29.3096	-0.0099	0.0041	0.0268
O	2.0557	14.6949	28.4978	-0.0038	-0.0077	0.0216
O	4.5765	15.1847	27.9928	0.0024	-0.0028	0.0172
O	0.6894	9.3606	32.6342	-0.0099	-0.0039	0.0354
O	0.0106	10.2578	34.9876	-0.0075	0.0186	0.0277
O	4.7538	11.4823	31.4837	-0.0011	-0.0021	0.0118
O	-3.1618	8.7516	35.0289	0.0099	-0.0073	0.0331
O	3.1802	9.242	32.6784	0.0025	-0.0012	0.0197
O	7.063	6.8138	31.17	-0.0062	-0.0091	0.0172
O	7.7385	3.356	34.8052	0.007	-0.0185	0.0358
O	1.8371	19.0478	30.5135	0.0005	0.0104	0.0308
O	10.2452	7.7878	34.0541	-0.0023	0.0007	0.0135
O	5.9612	17.2289	27.5106	-0.0007	-0.0085	0.0203
O	1.9457	5.1015	31.3151	-0.0007	-0.0026	0.0105
H	0.5413	2.1823	44.0162	0.3237	-0.2592	-0.2381
H	2.1745	0.5285	44.0162	-0.322	0.299	-0.2886
H	3.2457	4.8989	44.0234	0.2423	-0.3776	-0.2512
H	4.8856	3.2519	44.0234	-0.3391	0.2937	-0.2898
H	2.1691	5.9709	44.0518	-0.3672	0.2174	-0.2938
H	0.5277	7.6162	44.0518	0.2475	-0.3466	-0.2326
H	4.9023	8.7214	44.0431	-0.2609	0.3039	-0.2935
H	3.2403	10.3463	44.0431	0.3089	-0.3552	-0.2107
H	5.9492	2.1961	44.0463	0.3407	-0.3393	-0.2206
H	7.5933	0.553	44.0463	-0.3031	0.2294	-0.3055
H	8.7034	4.9277	44.0368	0.3317	-0.2963	-0.2172
H	10.3402	3.2772	44.0368	-0.2386	0.3015	-0.295
H	7.6289	6.005	44.0103	-0.2776	0.2989	-0.2967
H	5.9871	7.6503	44.0103	0.334	-0.2905	-0.2325
H	10.3261	8.703	44.0357	-0.3099	0.2392	-0.311
H	8.678	10.3419	44.0357	0.2414	-0.3487	-0.2436
H	-0.8009	3.5386	5.974	0.2682	-0.2196	0.3212
H	0.832	1.8844	5.974	-0.3518	0.3501	0.2062
H	1.8826	0.8205	5.998	0.2954	-0.3489	0.2945
H	3.529	-0.8202	5.998	-0.2696	0.2862	0.2539
H	-0.8313	8.973	6.0091	0.3364	-0.2279	0.3084
H	0.8079	7.3254	6.0091	-0.2712	0.304	0.2372
H	1.8987	6.2328	6.012	0.2544	-0.246	0.326
H	3.5447	4.5919	6.012	-0.3117	0.4197	0.2071
H	4.5885	3.5438	6.0166	0.3052	-0.3812	0.2702
H	6.2382	1.9063	6.0166	-0.2589	0.3042	0.2648
H	7.3262	0.819	6.0035	0.2777	-0.2646	0.3035
H	8.9648	-0.8295	6.0035	-0.3308	0.2875	0.2343
H	4.6351	8.9787	5.9846	0.2835	-0.2199	0.3176
H	6.2882	7.3449	5.9846	-0.3038	0.4024	0.2189
H	8.9834	4.6434	5.9828	-0.2648	0.2667	0.2645
H	7.342	6.2891	5.9828	0.3894	-0.2712	0.2785

Results
free energy: -163612.463 eV
free energy less fixed offsets of H -15.71, O -570.45, Si -639.56 eV per atom: -0.863 eV

The program warned: the cutoff lies below the one the program advises for these potential files; the forces do not sum to zero within the program's tolerance; empty levels may hold ghost states of the PAW files; the exchange-correlation potential is rough where the density is thin.
